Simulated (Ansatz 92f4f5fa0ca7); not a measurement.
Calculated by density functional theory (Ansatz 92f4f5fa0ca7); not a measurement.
Periodic cell of 240 atoms, Si128O80H32, with a vacuum gap, from a study of silicon, its oxide and their interface. The atomic structure is a simulated model.

Settings: functional r2SCAN; potential files Ansatz PAW; basis plane waves; wave-function cutoff 800 eV; density cutoff ratio 5; exchange-correlation grid ratio 1; k mesh 1 x 1 x 1, shifted by 0.5 0.5 0 of a step; self-consistency stop 1e-11 eV per atom in the density residual; occupations fixed; spin none; net charge 0; applied field sawtooth along c, amplitude +0.015 V/angstrom in the program's sign convention, ramp centred at 0.9885 of c and 0.0230 of c wide, no dipole correction.

Cell vectors (angstrom)
a, 10.88, 0, 0
b, 0, 10.88, 0
c, 0, 0, 43.3903

Atoms: element, x, y, z (angstrom)
Si, -3.1809, 8.3368, 29.824
Si, -0.3346, 11.1069, 29.7765
Si, -4.1426, 4.0069, 29.8728
Si, -12.3323, 6.6789, 29.8053
Si, -9.5011, 9.3841, 29.6455
Si, -6.8914, 12.1879, 29.8125
Si, -8.6198, 3, 29.9173
Si, -5.8792, 5.6332, 29.9895
Si, -4.93, 7.4517, 31.1118
Si, -2.1815, 10.1719, 30.945
Si, -5.0473, 2.1635, 31.0268
Si, -2.3114, 4.8647, 31.0526
Si, -10.4758, 7.6298, 30.9465
Si, -7.774, 10.3211, 30.9754
Si, 0.5372, 12.846, 31.1198
Si, -7.6622, 4.7277, 31.1688
Si, -6.3669, 8.9027, 32.2822
Si, -3.6001, 11.5953, 32.2385
Si, -6.3224, 3.4193, 32.5712
Si, -3.6229, 6.1333, 32.5481
Si, -0.8965, 8.8911, 32.4577
Si, 1.8446, 11.5532, 32.5426
Si, -0.9044, 14.2987, 32.3026
Si, -9.0974, 6.2073, 32.2921
Si, -7.709, 7.5313, 33.6895
Si, -4.9616, 10.2396, 33.6354
Si, -7.684, 12.9261, 33.852
Si, -4.9689, 4.7833, 33.892
Si, -2.2505, 7.5246, 33.8
Si, 0.4586, 10.2116, 33.8469
Si, -2.2624, 12.9414, 33.6845
Si, 0.4553, 4.8009, 33.6579
Si, -6.3737, 6.186, 35.1352
Si, -3.6466, 8.8951, 35.0759
Si, -6.2741, 11.5564, 35.0859
Si, -3.5789, 14.2706, 35.1443
Si, -0.8813, 6.1295, 35.0687
Si, 1.8444, 8.8431, 35.139
Si, -0.916, 11.616, 35.1264
Si, -9.0765, 3.4659, 35.0821
Si, -4.9845, 7.5466, 36.4736
Si, -2.2881, 10.225, 36.4532
Si, -4.9633, 12.9095, 36.4707
Si, -2.2203, 4.8007, 36.4546
Si, 0.4586, 7.4585, 36.4467
Si, -7.6392, 10.2308, 36.444
Si, -10.4118, 2.1193, 36.465
Si, -7.7233, 4.7845, 36.4742
Si, -2.7096, 4.1184, 6.9696
Si, -0.0196, 6.7739, 6.9521
Si, -2.7287, 9.4885, 6.9238
Si, 0.009, 1.3695, 6.9181
Si, 2.6943, 4.0413, 6.8909
Si, -5.3667, 6.8501, 6.8853
Si, 2.7431, -1.2983, 6.9557
Si, 5.3931, 1.3279, 6.9445
Si, -4.1216, 2.7198, 8.2041
Si, -1.3632, 5.463, 8.3813
Si, -4.0461, 8.1632, 8.3778
Si, -1.3541, -0.0259, 8.2339
Si, 1.3523, 2.7079, 8.3345
Si, 4.1256, 5.4378, 8.1091
Si, 1.3504, 8.1875, 8.1966
Si, 4.0835, 0.0136, 8.4001
Si, -2.7645, 1.3504, 9.4928
Si, 0.0045, 4.0853, 9.7073
Si, -2.6782, 6.8233, 9.8176
Si, 0.0062, -1.3946, 9.6059
Si, 2.7002, 1.3764, 9.7702
Si, -5.4691, 4.0995, 9.5226
Si, 2.8104, 6.8442, 9.3858
Si, -5.4108, 9.5293, 9.7566
Si, -1.4539, 2.6496, 10.9184
Si, 1.5109, 5.567, 10.7886
Si, -1.2676, 8.2228, 11.1849
Si, 1.3502, -0.1086, 11.0428
Si, -6.8201, 2.8662, 11.0247
Si, -4.1226, 5.3534, 10.9942
Si, 4.0591, 8.0639, 10.9476
Si, -4.0471, 0.1026, 11.0344
Si, -3.287, 3.4957, 12.175
Si, 0.6246, 7.1745, 12.2378
Si, -2.226, -0.7605, 12.2915
Si, -0.5013, 0.8701, 12.0915
Si, -1.6176, 11.4184, 21.2824
Si, -5.8507, 6.3189, 12.2248
Si, 2.3884, -1.8535, 12.3027
Si, -5.0764, 1.8955, 12.21
Si, -7.6843, 4.7397, 12.2135
Si, -8.8727, 8.4623, 27.5026
Si, 3.5232, 2.0845, 16.9705
Si, -9.9487, 9.148, 24.7069
Si, -1.7762, 9.968, 25.7587
Si, 3.6677, -1.3394, 14.2755
Si, -0.1541, 1.904, 14.1077
Si, 1.5472, 0.0943, 16.0565
Si, -0.5894, 12.162, 27.7211
Si, -5.2885, 7.1196, 14.3628
Si, -5.6394, 11.4914, 24.1644
Si, -7.2207, 4.1811, 21.1812
Si, -3.9392, 8.6647, 27.6314
Si, -1.8219, -1.9325, 19.5725
Si, -9.3191, 3.3774, 27.726
Si, -2.3811, 7.2719, 22.1784
Si, -5.5362, 1.3237, 14.4714
Si, -5.1943, 6.3192, 17.163
Si, -2.5563, 4.6705, 17.625
Si, -4.4139, 3.3234, 24.7258
Si, -9.7791, 11.7238, 22.8321
Si, -3.1611, 2.7527, 20.0454
Si, -5.5458, 0.8523, 19.1432
Si, -7.0951, 4.3661, 25.7263
Si, -5.4396, 11.3764, 27.2016
Si, -6.309, 6.8588, 27.1844
Si, 3.0515, 4.8285, 18.1399
Si, -3.3803, 9.996, 23.3005
Si, -4.3573, -1.6129, 17.7577
Si, -3.2134, 2.7566, 27.2551
Si, -7.1868, 12.0099, 21.6352
Si, -9.1248, 3.9045, 23.3999
Si, -4.4308, 4.8749, 22.0512
Si, -0.3734, -2.2579, 16.839
Si, -2.8732, 2.7616, 15.0878
Si, -0.0277, 6.057, 27.1574
Si, -2.9284, -1.8456, 15.1085
Si, -0.0034, 6.415, 24.1315
Si, 0.4091, 5.7843, 17.0393
Si, 0.9777, 4.8088, 14.1809
O, -1.4855, 1.933, 15.0413
O, -5.9799, -0.2472, 14.2506
O, 2.6199, -0.9231, 15.4233
O, -8.7749, 11.686, 21.5424
O, -4.965, 9.915, 27.6673
O, -6.3685, 5.8651, 28.4453
O, -5.6723, 3.6195, 25.6961
O, -1.2805, -0.4985, 20.0908
O, -4.6431, 12.7659, 24.0139
O, -0.5659, 6.2988, 25.6555
O, -5.154, 7.8998, 17.4828
O, -2.8397, 3.7472, 16.3442
O, -3.3108, -1.8172, 18.9668
O, -0.4103, 11.5192, 22.3293
O, 0.3481, 6.1852, 13.5557
O, -2.6847, 10.6299, 24.6166
O, -4.1091, 12.2895, 27.2564
O, -2.5728, -0.8302, 13.9078
O, -8.6378, 4.3754, 21.9308
O, -6.5738, 11.8956, 28.2185
O, 0.9973, 1.1349, 14.9483
O, -10.064, 12.8668, 27.2766
O, -7.2846, 8.1211, 27.4655
O, -3.1359, 3.3008, 25.7271
O, -3.0395, 8.4468, 23.0708
O, -1.1125, 5.4338, 17.5353
O, -6.6564, 1.9176, 15.5083
O, 1.5795, 5.5132, 18.1288
O, -3.8382, 7.8734, 14.4328
O, -3.6898, -1.1383, 16.3528
O, -6.0016, 5.1348, 21.6937
O, -10.2562, 4.9522, 23.8428
O, -1.8961, 2.0137, 20.7166
O, 0.2527, 3.4375, 13.6999
O, -0.8707, -2.3921, 18.3658
O, -6.0706, 11.3335, 25.7108
O, -4.7946, 7.4202, 26.9946
O, -1.031, 11.1237, 26.5729
O, -1.8022, 7.8806, 20.7899
O, -3.5297, 6.1927, 21.8158
O, -9.7827, 7.6489, 24.0408
O, -1.5555, -2.4195, 15.7411
O, -2.6587, 8.9911, 26.6873
O, -6.5815, 5.7845, 17.7704
O, -4.0977, 1.6884, 15.1771
O, -10.3875, 4.5548, 27.4103
O, -9.6264, 2.3473, 23.4796
O, -9.6617, 7.044, 27.4487
O, -4.1512, 1.5901, 19.4998
O, -9.1785, 9.285, 26.1303
O, -1.7366, 2.4319, 27.8161
O, -3.8728, 3.8367, 28.252
O, -0.6572, 9.1224, 24.9901
O, -6.3416, 0.3685, 20.4842
O, -2.9853, 3.7255, 13.784
O, -1.1864, 6.6264, 23.0508
O, -2.9489, 10.8649, 22.0177
O, -6.8443, 5.9606, 25.9413
O, -6.9018, 11.6689, 23.192
O, 0.3708, -0.8296, 16.6653
O, -2.5532, 3.7052, 18.9067
O, -1.2184, 6.3506, 28.2038
O, 3.3581, 4.3561, 19.6317
O, 0.5698, 7.3378, 16.6083
O, -4.2533, 4.4597, 23.6057
O, -6.7577, 2.6658, 21.4464
O, -5.2468, 6.024, 15.5632
O, 2.9899, 3.5951, 17.0982
O, -3.8187, 5.689, 17.7638
O, 2.544, 4.662, 13.7452
O, 2.3125, 1.0113, 17.1469
O, -6.366, 1.8929, 18.2281
O, -7.9805, 3.6739, 26.8753
O, -9.5136, 10.4406, 23.8184
O, -5.3601, -0.4585, 18.2308
O, -7.8184, 4.0961, 24.3235
O, 0.7564, 4.8665, 15.764
O, -3.9198, 3.6667, 21.1226
O, -4.9511, 10.1457, 23.5916
O, -6.5028, 8.1512, 14.7151
H, -5.8005, 8.3741, 37.406
H, -4.1661, 6.7214, 37.406
H, -3.1132, 11.0436, 37.3857
H, -1.475, 9.3946, 37.3857
H, -4.1476, 12.0816, 37.4031
H, -5.7893, 13.727, 37.4031
H, -3.051, 5.6135, 37.3871
H, -1.3873, 3.9902, 37.3871
H, 1.2729, 6.6294, 37.3791
H, -0.366, 8.2775, 37.3791
H, -8.4417, 11.0715, 37.3764
H, -6.8207, 9.4057, 37.3764
H, -9.5703, 1.3177, 37.3974
H, -11.2246, 2.95, 37.3974
H, -6.9043, 3.96, 37.4066
H, -8.5596, 5.5916, 37.4066
H, -1.8935, 3.2909, 6.0372
H, -3.528, 4.9435, 6.0372
H, 0.8054, 5.9553, 6.0196
H, -0.8353, 7.6017, 6.0196
H, -1.9026, 8.671, 5.9913
H, -3.5477, 10.313, 5.9913
H, -0.8094, 2.1947, 5.9857
H, 0.8397, 0.5567, 5.9857
H, 3.5189, 3.2223, 5.9584
H, 1.8812, 4.8717, 5.9584
H, -4.5642, 6.0094, 5.9529
H, -6.2082, 7.6517, 5.9529
H, 1.9102, -0.4879, 6.0232
H, 3.556, -2.129, 6.0232
H, 6.2294, 0.5209, 6.0121
H, 4.5787, 2.1571, 6.0121

Results
free energy: -128008.046 eV
free energy less fixed offsets of H -15.71, O -570.45, Si -639.56 eV per atom: -5.646 eV

Forces (eV/angstrom), in the order of the atoms: element, x, y, z
Si, -0.0065, 0.007, 0.0042
Si, -0.01, 0.0089, 0.0136
Si, 0.0054, -0.0023, 0.0182
Si, 0.0036, -0.0062, 0.0211
Si, 0.0075, -0.0038, 0.0198
Si, 0.004, -0.0019, 0.0225
Si, -0.0095, 0.0128, 0.001
Si, -0.0034, 0.0095, 0.0187
Si, 0.0153, 0.0029, -0.0148
Si, -0.0056, -0.022, -0.0132
Si, -0.0187, 0.0032, -0.0158
Si, -0.0052, 0.0188, -0.0133
Si, -0.0253, 0.0002, -0.0122
Si, 0.0091, 0.0249, -0.0121
Si, 0.0272, -0.0003, -0.0158
Si, 0.0002, -0.0163, -0.0123
Si, -0.0171, -0.0097, 0.0142
Si, 0.0076, 0.0236, 0.0142
Si, 0.0153, 0.0104, -0.004
Si, -0.0032, -0.0195, 0.0024
Si, 0.0299, 0.016, -0.0023
Si, -0.0153, -0.0164, -0.001
Si, -0.0209, -0.0108, 0.0169
Si, 0.0188, 0.0052, 0.0162
Si, -0.0043, 0.004, 0.0317
Si, -0.0004, -0.0099, 0.0257
Si, 0.0147, 0.0179, 0.0125
Si, -0.0059, -0.009, 0.0073
Si, -0.0045, -0.0041, 0.0119
Si, 0.0002, 0.0027, 0.0079
Si, 0.0022, -0.0085, 0.0334
Si, 0.0019, -0.009, 0.0297
Si, 0.0135, -0.0091, 0.1599
Si, 0.0071, -0.0092, 0.2129
Si, -0.0285, 0.0245, 0.2127
Si, -0.0078, 0.0179, 0.1499
Si, 0.0012, -0.0049, 0.208
Si, -0.009, 0.0105, 0.1446
Si, 0.0066, -0.0085, 0.1602
Si, 0.0101, -0.0113, 0.2061
Si, -0.1261, -0.0342, 0.2156
Si, 0.0516, 0.1877, 0.2939
Si, 0.1944, 0.0434, 0.4035
Si, -0.071, -0.222, 0.3463
Si, 0.219, 0.1226, 0.4073
Si, -0.1377, -0.1919, 0.3756
Si, -0.1738, -0.0894, 0.2447
Si, 0.0033, 0.2103, 0.2759
Si, -0.1129, -0.0333, -0.2945
Si, 0.0283, 0.1087, -0.4223
Si, 0.1297, 0.0139, -0.2063
Si, -0.0201, -0.0857, -0.1931
Si, 0.1296, 0.0669, -0.2999
Si, -0.0546, -0.1923, -0.2982
Si, -0.1607, -0.0381, -0.3449
Si, 0.0726, 0.1274, -0.4355
Si, 0.015, -0.006, -0.1466
Si, -0.0116, 0.0038, -0.1854
Si, 0.0273, -0.0023, -0.2079
Si, -0.0009, -0.0043, -0.1577
Si, -0.0147, -0.0066, -0.2076
Si, 0.0031, 0.0001, -0.1653
Si, -0.0012, 0.0186, -0.1443
Si, -0.0078, 0.004, -0.1795
Si, -0.0026, -0.0049, 0.0043
Si, 0.0094, 0.001, -0.0288
Si, -0.0049, -0.0026, -0.0393
Si, 0.0085, 0.0002, -0.0096
Si, -0.001, -0.0007, -0.0348
Si, -0.0109, 0.0154, -0.0037
Si, -0.003, -0.0194, 0.0048
Si, -0.0051, 0.0006, -0.0455
Si, -0.0282, -0.0284, -0.0033
Si, 0.0235, 0.034, -0.0034
Si, 0.0254, 0.0241, -0.0134
Si, -0.0227, -0.0233, -0.0144
Si, 0.0354, 0.0314, -0.016
Si, -0.0324, -0.0323, -0.0134
Si, -0.044, -0.0369, -0.0084
Si, 0.0365, 0.0436, 0.0005
Si, 0.0083, 0.0044, 0.0245
Si, -0.0027, -0.0246, 0.0134
Si, -0.0094, -0.0001, 0.0204
Si, 0.0081, 0.0149, 0.0055
Si, 0.0031, -0.0027, 0.052
Si, 0.0071, 0.0061, 0.0002
Si, 0.0146, 0.0072, 0.0017
Si, 0.0024, -0.016, 0.0074
Si, -0.0103, 0.002, 0.0175
Si, 0.0043, -0.0066, 0.0408
Si, 0.003, 0.0086, 0.0519
Si, 0.0092, -0.0069, 0.0489
Si, -0.0031, -0.0018, 0.0569
Si, -0.0076, 0.0072, 0.034
Si, 0.0033, -0.0021, 0.0303
Si, -0.0067, 0.0039, 0.0421
Si, 0.0052, 0.0154, 0.0309
Si, 0.0073, 0.0004, 0.0393
Si, 0.0045, -0.0033, 0.0582
Si, -0.0025, 0.0002, 0.0571
Si, -0.0002, -0.0088, 0.0389
Si, 0.0042, -0.0005, 0.0622
Si, 0.0037, -0.0001, 0.0395
Si, 0.0023, -0.0042, 0.0594
Si, -0.0103, 0.0053, 0.0332
Si, -0.0043, -0.0068, 0.06
Si, -0.0048, -0.006, 0.0532
Si, 0.01, -0.0121, 0.061
Si, 0.0035, -0.004, 0.0454
Si, 0.0018, -0.0005, 0.0563
Si, -0.002, 0.004, 0.0568
Si, -0.0094, 0.0091, 0.0514
Si, -0.0025, -0.0002, 0.0533
Si, 0.0067, -0.004, 0.036
Si, 0.0051, -0.0073, 0.0607
Si, -0.0088, 0.0049, 0.0546
Si, -0.002, 0.0133, 0.0533
Si, -0.0035, 0.0091, 0.0436
Si, -0.0173, -0.0025, 0.0564
Si, 0.0034, 0.0075, 0.0503
Si, 0.0072, 0.0022, 0.05
Si, -0.0104, -0.0068, 0.0467
Si, -0.0017, 0.0113, 0.0411
Si, -0.0096, -0.0109, 0.0521
Si, 0.0062, -0.0011, 0.0508
Si, 0.0053, -0.003, 0.057
Si, -0.0024, 0.0093, 0.0425
Si, -0.002, 0.0046, 0.0269
O, 0.0103, -0.0058, -0.0167
O, -0.0067, -0.0156, -0.0107
O, 0.0143, -0.007, -0.0219
O, 0.0016, 0.0004, -0.0165
O, -0.0072, 0.0067, -0.0158
O, 0.0005, 0.0135, -0.0224
O, 0.0079, -0.0032, -0.0266
O, -0.0002, -0.0139, -0.0296
O, 0.0038, -0.0027, -0.0229
O, -0.0038, 0.0012, -0.0438
O, -0.0034, -0.0078, -0.0148
O, 0.0015, -0.013, -0.0325
O, -0.0101, 0.0002, -0.0281
O, -0.0153, -0.0052, -0.0264
O, -0.0077, 0.0066, -0.0141
O, -0.0141, -0.0032, -0.0381
O, 0.0031, -0.0006, -0.0134
O, 0.0101, 0.003, -0.0334
O, 0.0114, 0.0043, -0.0303
O, 0.0125, -0.0135, -0.0322
O, -0.0087, 0.0043, -0.0232
O, -0.0047, -0.0033, -0.02
O, 0.0011, -0.0029, -0.0105
O, -0.0095, 0.0063, -0.0281
O, 0.0016, -0.0121, -0.0263
O, 0.0086, 0.0015, -0.0224
O, 0.0201, -0.0102, -0.0321
O, -0.0083, 0.0024, -0.0185
O, -0.0071, -0.0005, -0.0172
O, 0.0068, -0.0019, -0.0365
O, -0.0029, -0.0033, -0.0168
O, 0.0076, -0.0047, -0.0189
O, -0.0031, 0.0051, -0.0226
O, 0.007, 0.005, -0.0197
O, 0.0126, 0.0013, -0.0437
O, -0.0029, 0.0024, -0.0405
O, -0.0052, -0.0042, -0.0168
O, -0.005, -0.0109, -0.0228
O, 0.0078, 0.0156, -0.0393
O, -0.004, -0.0042, -0.0182
O, 0.0026, -0.0075, -0.0176
O, -0.0125, 0.0012, -0.0275
O, 0.0143, 0.0086, -0.0262
O, 0.0096, 0.0112, -0.0246
O, -0.0024, -0.0035, -0.0189
O, -0.002, 0.01, -0.0224
O, -0.0009, -0.0066, -0.0241
O, -0.0034, -0.0003, -0.0124
O, -0.0078, -0.0007, -0.0229
O, -0.0051, 0.0019, -0.0347
O, -0.0032, 0.0069, -0.0165
O, 0.0071, -0.0157, -0.0264
O, 0.0081, 0.0006, -0.024
O, 0.0146, 0.0037, -0.0404
O, -0.0029, 0.0099, -0.0207
O, -0.0159, 0.0007, -0.0291
O, 0.0095, 0.0122, -0.0321
O, -0.0052, -0.0084, -0.0262
O, -0.0091, 0.007, -0.0359
O, 0.0068, 0.0093, -0.0154
O, 0.0049, 0.0201, -0.0396
O, 0.0096, -0.0103, -0.0298
O, -0.0093, 0.0071, -0.0485
O, 0.0028, 0.0067, -0.0179
O, -0.0004, 0.0066, -0.034
O, -0.0002, 0.0059, -0.0226
O, -0.0084, 0.0065, -0.0336
O, -0.0052, -0.0066, -0.0227
O, -0.0031, 0.0097, -0.0194
O, 0.0144, -0.0093, -0.0182
O, -0.0017, -0.0103, -0.0188
O, -0.0146, 0.0079, -0.0325
O, 0.0171, 0.008, -0.0296
O, 0.0055, 0.0176, -0.0248
O, 0.0058, -0.0165, -0.027
O, -0.0107, -0.0082, -0.0387
O, 0.0056, -0.0107, -0.0435
O, 0.0116, -0.0152, -0.033
O, 0.0047, -0.0056, -0.0145
O, -0.0081, 0, -0.0229
H, 0.4168, -0.3697, -0.2263
H, -0.21, 0.2388, -0.3141
H, 0.3707, -0.3836, -0.2306
H, -0.2383, 0.2191, -0.3072
H, -0.3847, 0.3757, -0.2071
H, 0.213, -0.2428, -0.3081
H, 0.2399, -0.2245, -0.3095
H, -0.3344, 0.4061, -0.2227
H, -0.3883, 0.3439, -0.2359
H, 0.2219, -0.2513, -0.2887
H, 0.2303, -0.1937, -0.3017
H, -0.4135, 0.3909, -0.2206
H, -0.2194, 0.1999, -0.3052
H, 0.3532, -0.3821, -0.2352
H, -0.2219, 0.223, -0.3256
H, 0.3664, -0.3697, -0.215
H, -0.1833, 0.3656, 0.2823
H, 0.4099, -0.2856, 0.2607
H, -0.3724, 0.2094, 0.2915
H, 0.2283, -0.3995, 0.2421
H, -0.3926, 0.2374, 0.2391
H, 0.1993, -0.3235, 0.29
H, 0.2895, -0.2556, 0.2774
H, -0.2958, 0.3723, 0.2432
H, -0.435, 0.2108, 0.227
H, 0.1939, -0.3862, 0.2492
H, -0.1719, 0.5323, 0.1911
H, 0.3806, -0.0917, 0.2758
H, 0.5025, -0.1863, 0.2305
H, -0.1775, 0.3145, 0.2949
H, -0.3691, 0.1658, 0.2757
H, 0.2019, -0.4541, 0.2525

The program warned: the cutoff lies below the one the program advises for these potential files; the forces do not sum to zero within the program's tolerance; empty levels may hold ghost states of the PAW files; the exchange-correlation potential is rough where the density is thin.
